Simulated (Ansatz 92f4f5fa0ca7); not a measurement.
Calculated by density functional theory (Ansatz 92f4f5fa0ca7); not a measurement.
Periodic cell of 208 atoms, Si128O80, from a study of silicon, its oxide and their interface. The atomic structure is a simulated model.
Doubt: the cutoff is far below the 930 eV that the study's wrapper takes by default for these files, so forces and energies are approximate.

Settings: functional PBE; potential files Ansatz PAW; basis plane waves; wave-function cutoff 580 eV; density cutoff ratio 5; exchange-correlation grid ratio 1; k mesh 1 x 1 x 1, Gamma-centred; self-consistency stop 5e-08 eV per atom in the density residual; occupations fixed; spin none; net charge 0.

Cell vectors (angstrom)
a	10.938	0	0
b	0	10.938	0
c	4.1972	-4.5648	31.0594

Atoms and the computed forces on them: element, x, y, z (angstrom), force x, y, z (eV/angstrom)
Si	5.3207	-5.6047	23.6918	-0.1056	0.1193	-0.2939
Si	7.993	-2.9161	23.7509	-0.0195	0.0134	-0.327
Si	5.8145	-0.7554	23.599	0.1859	-0.1188	-0.3541
Si	8.6476	-9.0108	23.5828	0.0067	-0.0592	-0.1519
Si	0.331	-6.2625	23.4499	0.019	-0.0117	-0.1148
Si	3.0592	-3.4789	23.5011	0.0764	-0.1805	-0.2645
Si	10.8347	-0.2939	23.4324	-0.0752	-0.0351	-0.1337
Si	2.5526	-8.4751	23.4215	0.0324	0.0755	-0.0491
Si	6.8511	-4.4905	25.0622	0.1028	-0.0421	-0.1559
Si	9.6769	-1.78	24.9306	0.0237	-0.0277	-0.2771
Si	6.974	-10.0872	24.9088	-0.0116	0.0775	-0.2433
Si	9.7321	-7.3653	24.895	-0.0675	0.0271	-0.126
Si	1.4677	-4.6337	24.8359	-0.0752	-0.0342	-0.2045
Si	4.1777	-1.8763	24.8778	0.0223	0.0001	-0.1644
Si	12.3776	0.8981	24.8254	-0.0312	0.0225	-0.2003
Si	4.1451	-7.3089	24.8451	-0.0445	-0.0778	-0.2429
Si	5.5046	-3.1455	26.3551	-0.0225	0.0073	0.1172
Si	8.3159	-0.4615	26.3195	0.0205	0.0187	0.0265
Si	5.5638	-8.6687	26.2209	0.016	0.0146	0.0175
Si	8.3085	-5.9457	26.2447	0.0441	-0.0393	0.0294
Si	11.0441	-3.2187	26.2272	0.0626	-0.0229	0.0217
Si	13.76	-0.46	26.2114	-0.0118	0.0213	0.1083
Si	11.0644	2.2419	26.2887	0.0009	-0.0248	0.035
Si	2.8193	-5.9517	26.276	0.0459	0.0198	-0.0652
Si	4.1972	-4.5648	27.6412	-0.3083	-0.1389	0.299
Si	6.9317	-1.8303	27.6412	0.0073	0.1838	0.4252
Si	4.1972	-10.0338	27.6412	-0.0182	-0.0451	-0.4206
Si	6.9317	-7.2993	27.6412	0.0053	-0.0711	-0.3045
Si	9.6662	-4.5648	27.6412	0.0551	-0.0833	-0.2791
Si	12.4007	-1.8303	27.6412	0.0487	-0.0418	-0.4047
Si	9.6662	0.9042	27.6412	0.1014	0.1206	0.3171
Si	12.4007	-7.2993	27.6412	0.0384	-0.1124	0.1798
Si	1.3673	-1.3673	3.418	-0.278	-0.1766	-0.0684
Si	4.1018	1.3673	3.418	0.1283	0.2012	-0.1918
Si	1.3673	4.1018	3.418	0.3038	0.3658	-0.1318
Si	4.1018	-4.1018	3.418	-0.0498	-0.0021	0.4855
Si	6.8362	-1.3673	3.418	0.0483	-0.0905	0.3043
Si	-1.3673	1.3673	3.418	0.0347	-0.2145	0.495
Si	6.8362	4.1018	3.418	-0.2739	-0.2932	-0.4108
Si	-1.3673	-4.1018	3.418	0.2153	0.3772	-0.2065
Si	2.6689	0.0601	4.7278	-0.1652	0.1082	-0.0643
Si	5.5373	2.6669	4.796	0.0505	-0.1089	-0.0057
Si	2.7283	5.4702	4.8549	0.0716	-0.1008	0.0336
Si	5.4623	-2.7207	4.8332	0.0221	-0.0662	-0.0795
Si	-2.7051	-0.0718	4.8629	0.1108	-0.0061	-0.064
Si	0.0028	2.8033	4.761	-0.0413	-0.0796	-0.1293
Si	8.1196	5.5424	4.6785	0.0091	0.1226	-0.0576
Si	0.0428	-2.772	4.8433	0.0034	-0.0889	-0.0388
Si	1.4586	1.5644	6.127	-0.1893	-0.0677	0.0213
Si	4.2165	4.0899	6.1272	-0.0003	0.0735	0.0169
Si	1.3478	-4.1633	6.3423	-0.0583	0.1049	-0.0024
Si	4.0041	-1.2888	6.0355	0.0706	-0.1736	-0.1177
Si	-4.0456	1.2651	6.2637	-0.1093	0.1835	0.1543
Si	-1.423	4.2387	5.9463	0.0045	0.0148	-0.012
Si	6.8771	-4.1005	6.2088	-0.0818	-0.0832	0.0301
Si	-1.4025	-1.5292	6.269	0.0617	-0.0739	-0.0344
Si	-0.01	-0.4939	7.8498	0.0425	-0.0061	0.4413
Si	3.1124	2.5407	7.4664	0.2157	0.2469	0.2211
Si	-0.6058	-5.0771	7.4456	0.4217	-0.5295	0.2
Si	2.5236	-2.4107	7.4628	0.0605	-0.0835	0.6255
Si	5.1569	0.1212	7.4969	0.043	0.0511	0.4676
Si	-2.8292	3.0128	7.3447	-0.0275	-0.1308	0.3575
Si	5.8258	5.1435	7.4767	-0.0651	0.0599	0.3767
Si	-2.2712	-3.3317	7.5434	-0.5	0.4948	0.3985
Si	5.5645	-5.932	29.0084	-0.0311	0.0258	-0.0413
Si	8.299	-3.1975	29.0084	-0.0607	-0.0076	-0.0319
Si	5.5645	-11.401	29.0084	0.1036	0.0287	0.0108
Si	8.299	-8.6665	29.0084	0.0242	-0.029	-0.0059
Si	11.0335	-5.932	29.0084	0.0007	-0.0149	-0.0129
Si	13.768	-3.1975	29.0084	-0.0338	-0.0832	0.0036
Si	11.0335	-0.463	29.0084	-0.059	0.0038	-0.0288
Si	2.83	2.2715	29.0084	-0.0073	0.0622	-0.0128
Si	6.9317	-4.5648	30.3757	0.0253	-0.0134	-0.0127
Si	9.6662	-1.8303	30.3757	0.0291	0.0011	-0.0067
Si	6.9317	-10.0338	30.3757	-0.0368	0.0155	-0.0116
Si	9.6662	-7.2993	30.3757	-0.0488	0.021	-0.0217
Si	12.4007	-4.5648	30.3757	-0.0036	0.0392	-0.0204
Si	4.1972	-1.8303	30.3757	-0.0074	0.0093	-0.0407
Si	1.4627	0.9042	30.3757	0.0046	-0.0508	-0.0111
Si	4.1972	-7.2993	30.3757	0.0555	-0.0288	0.0078
Si	1.3673	1.3673	0.6835	0.0254	-0.0034	0.0359
Si	4.1018	4.1018	0.6835	-0.0704	0.0468	-0.0315
Si	1.3673	-4.1018	0.6835	0.0068	-0.0147	0.0215
Si	4.1018	-1.3673	0.6835	0.0314	-0.0271	0.0138
Si	6.8362	1.3673	0.6835	-0.0086	-0.0311	0.0254
Si	-1.3673	4.1018	0.6835	0.0654	-0.0398	0.0159
Si	6.8362	-4.1018	0.6835	0.0178	0.0175	0.0381
Si	9.5708	-1.3673	0.6835	-0.0923	0.0713	-0.0223
Si	0	0	2.0507	-0.0468	-0.0982	-0.0091
Si	2.7345	2.7345	2.0507	0.1464	0.0973	-0.0021
Si	0	-5.469	2.0507	0.0464	0.0533	-0.0077
Si	2.7345	-2.7345	2.0507	0.0035	0.0664	0.0246
Si	5.469	0	2.0507	-0.0709	0.02	0.0334
Si	8.2035	2.7345	2.0507	-0.0643	0.036	0.0241
Si	5.469	5.469	2.0507	-0.1287	-0.2129	-0.0123
Si	8.2035	-2.7345	2.0507	0.1484	0.0704	-0.0101
Si	8.2657	-5.0332	16.667	0.0083	-0.0381	0.0265
Si	-1.0353	3.638	9.6067	-0.1619	0.0616	0.1736
Si	2.2971	-2.8461	18.5284	0.1734	-0.1593	-0.1049
Si	4.5532	-9.7663	21.4339	0.0127	-0.0817	0.1277
Si	-0.3224	-0.8883	10.8169	0.0403	-0.1763	0.267
Si	11.0144	-3.6779	16.5454	0.0141	0.0053	-0.0538
Si	1.8708	2.7994	10.2173	0.1135	-0.1719	0.5042
Si	7.6446	0.536	17.0072	-0.0868	0.0181	-0.047
Si	-2.297	-2.9174	10.6574	0.175	-0.0155	0.3551
Si	5.2288	-4.7155	10.4072	0.0091	-0.1074	0.3795
Si	9.7288	-4.3921	21.464	-0.1373	0.025	0.0301
Si	4.47	-5.6426	14.8358	0.0078	-0.0267	-0.0121
Si	7.4206	-5.416	19.5999	-0.2359	0.1684	-0.1801
Si	4.2268	-7.216	17.4301	0.0393	0.187	-0.0575
Si	4.0006	-1.182	16.4012	-0.0413	-0.0239	-0.0902
Si	1.7545	-8.0259	15.94	0.1159	0.0235	-0.0342
Si	-2.7433	3.7416	14.3346	0.0027	0.0134	-0.0321
Si	7.9887	5.1401	11.5428	0.0262	0.1394	0.0183
Si	5.1727	-9.9929	18.4202	0.0618	0.0346	-0.2231
Si	6.4689	1.2384	14.1742	0.0429	-0.0567	-0.0252
Si	5.9211	-3.49	16.0287	-0.0283	-0.0283	0.0101
Si	9.9495	-9.1523	15.8582	-0.1219	-0.016	-0.0834
Si	9.4747	-1.1517	15.5786	-0.0267	-0.0211	-0.1001
Si	3.367	0.7322	14.2025	0.0282	-0.0672	-0.0771
Si	1.6686	-5.2668	14.5705	0.0264	0.0813	-0.2058
Si	12.0677	-2.2489	21.238	-0.0013	0.0458	0.0026
Si	6.7765	-7.4765	21.6355	0.144	0.1361	-0.0312
Si	4.549	-1.8796	9.7461	-0.1444	0.0372	0.2352
Si	4.752	-4.5901	18.8082	0.0667	0.0505	-0.0026
Si	2.5528	-0.0373	11.2931	-0.1365	0.0125	0.1199
Si	-2.5218	-0.8528	12.7615	0.0676	0.0435	-0.0952
Si	3.1037	4.9225	12.214	-0.0278	0.1065	0.0461
O	-2.6245	4.7347	13.0717	0.0309	-0.0008	-0.0635
O	4.1909	1.3831	8.0186	-0.1621	-0.0021	-0.2548
O	12.4066	-7.337	22.8431	-0.0519	-0.0165	0.4916
O	-3.9952	4.0182	8.0114	0.0537	0.0845	-0.5015
O	2.3497	-2.864	22.1387	0.0711	-0.0169	0.1804
O	3.4468	-2.6811	8.8271	-0.2055	-0.0131	-0.3044
O	5.3501	-1.9732	15.885	0.0309	-0.0117	-0.0142
O	3.1264	-9.2733	22.0712	-0.0409	0.0455	0.1743
O	-0.4478	-5.9418	8.8834	-0.0891	0.3511	-0.2132
O	11.4806	-0.9371	22.0322	-0.0539	0.0757	0.2611
O	-0.6048	-0.2049	9.3609	-0.0398	0.1275	-0.3077
O	10.4817	-5.698	22.1001	0.0681	-0.0312	0.1653
O	0.4228	0.9699	7.2887	0.0938	-0.0221	-0.2178
O	8.7822	-4.7534	20.1862	0.1985	0.0538	0.257
O	12.068	-3.7405	17.7956	-0.0257	0.0215	0.017
O	3.2576	-0.6482	15.0612	0.0227	-0.0245	0.0524
O	5.472	-0.8755	8.8156	0.0936	0.2809	-0.3004
O	4.8998	1.1157	13.8355	-0.0165	0.0339	0.0076
O	4.2234	-4.5623	22.9503	-0.0175	-0.0331	0.6143
O	2.4137	3.3166	8.767	0.1561	-0.0825	-0.3155
O	11.3442	-8.6964	16.5339	0.015	0.014	0.0572
O	8.7392	-3.7553	22.5699	0.0319	-0.0277	-0.0392
O	2.6148	0.5043	12.8066	-0.0409	0.0289	-0.042
O	4.1973	4.5527	13.3993	0.0206	-0.027	0.0327
O	-1.4513	2.7801	14.6379	0.0701	-0.0369	0.0322
O	6.906	2.7962	14.0215	0.0047	0.0321	0.0211
O	-2.0776	-1.6491	14.1369	-0.0055	-0.0341	0.0926
O	5.5448	-8.5042	21.585	-0.0053	-0.0206	-0.1127
O	8.1207	-2.9196	9.105	0.1113	-0.2154	-0.6481
O	2.6557	-7.5884	17.2217	-0.0954	-0.0323	-0.0132
O	8.0659	-8.2351	22.2563	-0.0482	0.0375	0.0697
O	5.1553	-5.2027	8.8615	0.0554	-0.1186	-0.3447
O	-1.2247	-0.1755	11.9974	0.0264	0.0317	-0.087
O	4.4704	0.7316	19.8696	-0.0573	0.0251	0.1679
O	6.6737	-10.1397	15.7221	0.0294	-0.0126	0.1098
O	10.1736	0.2896	15.2414	0.0653	0.0437	0.0026
O	5.1189	-8.4509	17.9456	0.0426	-0.1283	0.0879
O	3.8084	-5.0387	11.1366	0.096	0.1066	-0.1767
O	11.5443	-4.1767	15.0819	0.0009	0.0137	0.0652
O	2.5704	3.5934	11.4611	-0.0398	-0.0887	-0.15
O	7.5969	-5.6187	18.0106	-0.0078	-0.0299	0.1265
O	-1.7605	2.6028	8.5569	-0.1622	0.0146	-0.1974
O	3.4508	-3.738	19.2924	-0.1008	0.0805	-0.0385
O	4.2922	-6.1349	18.6399	-0.0223	-0.0768	-0.0549
O	-2.2472	3.9934	10.6392	0.2201	-0.1139	-0.1653
O	6.3172	-6.189	22.5184	-0.0016	-0.0501	0.0134
O	5.1741	-4.0578	17.3431	0.0134	-0.0072	-0.0132
O	4.8632	-6.7252	15.9948	-0.0387	0.0047	0.0659
O	6.4047	5.3931	11.2069	-0.0979	0.0219	-0.1366
O	2.3385	1.2443	10.3158	-0.0384	-0.007	-0.1102
O	6.0486	-4.5002	19.8186	0.0937	-0.0808	0.007
O	6.9328	-1.8559	22.9937	-0.0268	0.0335	0.7276
O	8.0232	-6.2193	15.6063	-0.0048	-0.0024	0.0115
O	3.8503	-0.9338	10.8974	0.1636	-0.1987	-0.2969
O	1.2343	-0.9643	11.2097	0.0509	0.0404	-0.0599
O	7.1981	-6.9168	20.1754	-0.0644	-0.2114	0.2372
O	8.3549	-0.9094	16.7551	-0.0129	0.0347	0.0139
O	0.246	2.9408	10.3445	-0.1152	0.0087	-0.1225
O	1.6713	-1.9021	19.7197	-0.078	0.0329	0.2328
O	2.6357	-9.011	15.0062	-0.0581	0.0357	0.0322
O	10.8652	-3.3243	21.0297	0.0146	-0.0113	-0.0591
O	10.5437	-2.1558	16.2519	0.0126	-0.0184	0.012
O	12.2046	-6.7691	15.0309	-0.0637	-0.093	0.0543
O	5.5796	-4.4501	14.7335	-0.0172	0.0421	0.0412
O	9.6923	0.8031	22.9096	-0.0255	0.1381	0.524
O	-0.7383	-2.456	10.6992	-0.0187	0.0404	-0.1595
O	3.0895	-4.8838	15.2798	-0.0352	0.0158	0.0637
O	7.5365	-3.627	16.2213	-0.0742	0.0467	-0.0521
O	6.76	0.5052	18.381	-0.0724	0.0409	-0.0243
O	7.7949	-1.9201	11.6697	-0.0419	-0.0126	-0.0814
O	5.4172	-3.0807	10.4569	0.067	0.0829	-0.1097
O	7.3292	0.2983	13.1483	0.0041	-0.0308	-0.0219
O	8.7944	-9.2283	17.0279	0.0221	-0.0237	0.0349
O	-2.2125	-4.3938	11.2798	-0.0368	-0.0288	-0.0525
O	1.3377	-12.3558	8.0577	-0.0767	-0.0101	-0.3377
O	9.8155	-4.6903	16.9571	0.0572	0.0159	0.0117
O	2.9663	-2.054	17.2815	-0.0646	-0.0335	0.0863
O	1.8449	-5.2376	12.9386	0.0342	-0.0609	0.0863
O	4.3572	0.0808	17.333	0.0725	0.0868	0.1455
O	5.1198	-0.1201	22.2445	-0.0588	0.0603	0.133

Results
free energy: -126870.787 eV
free energy less fixed offsets of O -568.88, Si -635.61 eV per atom: -2.307 eV

The program warned: the cutoff lies below the one the program advises for these potential files; the forces do not sum to zero within the program's tolerance; the exchange-correlation potential is rough where the density is thin.
